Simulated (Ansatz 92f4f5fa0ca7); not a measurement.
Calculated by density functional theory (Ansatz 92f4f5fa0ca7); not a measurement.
Periodic cell of 226 atoms, Si134O92, from a study of silicon, its oxide and their interface. The atomic structure is a simulated model.
Doubt: the cutoff is far below the 930 eV that the study's wrapper takes by default for these files, so forces and energies are approximate.

Settings: functional PBE; potential files Ansatz PAW; basis plane waves; wave-function cutoff 580 eV; density cutoff ratio 5; exchange-correlation grid ratio 1; k mesh 1 x 1 x 1, Gamma-centred; self-consistency stop 5e-08 eV per atom in the density residual; occupations fixed; spin none; net charge 0.

Cell vectors (angstrom)
a 10.938 0 0
b 0 10.938 0
c 0 0 31.9494

Atoms: element, x, y, z (angstrom)
Si 10.6276 0.0089 24.4177
Si 5.0793 0.138 24.6587
Si 2.8242 2.3058 24.5332
Si 8.5704 2.445 24.5649
Si 10.7126 5.6016 24.3319
Si 5.1609 5.6219 24.4518
Si 2.9903 7.9632 24.4042
Si 8.4198 7.8439 24.4184
Si 1.2958 1.1373 25.8384
Si 6.8172 1.3347 25.7448
Si 3.9898 4.0188 25.7361
Si 9.6903 4.0328 25.8479
Si 1.3426 6.8002 25.6724
Si 6.8091 6.7274 25.7489
Si 4.0042 9.4794 25.9515
Si 9.4865 9.4487 25.8041
Si 2.638 -0.1282 27.297
Si 8.1478 -0.0596 27.149
Si 0.0847 2.6675 27.2084
Si 5.4594 2.7331 27.115
Si 2.6739 5.4256 27.1133
Si 8.1984 5.3778 27.1366
Si 0.0195 8.1616 27.1314
Si 5.5173 8.1508 27.1774
Si 4.0954 1.343 28.4952
Si 9.5464 1.3297 28.4989
Si 1.4017 4.0735 28.5741
Si 6.8164 4.0679 28.5314
Si 4.0876 6.7816 28.481
Si 9.5662 6.7895 28.4752
Si 1.2876 9.4771 28.644
Si 6.8314 9.539 28.5721
Si -0.0322 -0.0047 29.9164
Si 5.4614 -0.0034 29.8959
Si 2.7682 2.7182 29.9072
Si 8.1985 2.7177 29.8863
Si -0.0058 5.4552 29.8895
Si 5.4613 5.457 29.8886
Si 2.7507 8.1628 29.9054
Si 8.2277 8.1787 29.8905
Si 1.3673 1.3673 31.2657
Si 6.8362 1.3673 31.2657
Si 4.1018 4.1018 31.2657
Si 9.5708 4.1018 31.2657
Si 1.3673 6.8362 31.2657
Si 6.8362 6.8362 31.2657
Si 4.1018 9.5708 31.2657
Si 9.5708 9.5708 31.2657
Si 2.7345 0 0.6835
Si 8.2035 0 0.6835
Si 0 2.7345 0.6835
Si 5.469 2.7345 0.6835
Si 2.7345 5.469 0.6835
Si 8.2035 5.469 0.6835
Si 0 8.2035 0.6835
Si 5.469 8.2035 0.6835
Si 4.0965 1.3768 2.0662
Si 9.5947 1.3466 2.0421
Si 1.3514 4.1386 2.0543
Si 6.8297 4.1336 2.0474
Si 4.0877 6.8435 2.0439
Si 9.574 6.8377 2.0677
Si 1.3633 9.6025 2.0568
Si 6.8311 9.6146 2.046
Si 0.0268 0.0284 3.4795
Si 5.4783 0.0311 3.4585
Si 2.7007 2.768 3.398
Si 8.2586 2.7772 3.3245
Si 0.0275 5.5145 3.4868
Si 5.4643 5.5228 3.4294
Si 2.7264 8.2336 3.3917
Si 8.2412 8.2939 3.3785
Si 1.3677 1.4496 4.8402
Si 6.908 1.4715 4.7233
Si 4.0513 4.149 4.7563
Si 9.5939 4.0743 4.7796
Si 1.3604 6.969 4.8436
Si 6.8376 6.9836 4.726
Si 4.0859 9.5668 4.7855
Si 9.6184 9.5717 4.8395
Si 2.7579 0.0358 6.1312
Si 8.2956 0.1182 6.0873
Si 0.0136 2.7923 6.3023
Si 5.5098 2.8347 6.0661
Si 2.7529 5.5904 6.1379
Si 8.2516 5.5939 5.9576
Si 0.045 8.3006 6.3716
Si 5.4957 8.2974 6.2156
Si 4.4243 1.1754 7.3213
Si 9.8097 1.144 7.621
Si 1.1785 4.492 7.4969
Si 6.6403 4.5363 7.2444
Si 4.3248 6.7008 7.5356
Si 9.7285 6.6038 7.5031
Si 1.2804 9.937 7.6917
Si 6.7216 9.9582 7.3981
O 9.589 1.2503 23.9803
O 4.1127 6.8165 23.9466
O 4.0152 1.2545 24.0277
O 9.5441 6.7191 23.8963
O -0.0294 5.5301 8.0109
O 5.5739 0.1197 7.9022
O 0.0711 0.0831 8.1423
O 5.5351 5.6077 7.8783
O 7.5913 3.9357 8.4299
O 8.733 7.0318 8.7718
O 2.1802 9.4524 9.0304
O 8.8956 1.6635 8.928
O 7.6182 9.4548 8.6933
O 3.6056 1.8038 8.597
O 3.5843 7.2176 8.9418
O 2.0639 3.9945 8.8095
O 8.139 3.5002 23.3626
O 0.4541 4.9522 22.9456
O 1.9065 2.7651 23.2459
O 5.8289 4.9175 23.1144
O 5.5328 10.0136 23.4905
O 2.4465 8.6974 23.0184
O 0.1932 10.0806 23.0805
O 7.7913 8.587 23.0743
Si 8.6596 7.7031 18.4393
Si 8.7851 6.359 13.6289
Si 3.792 1.5411 14.7382
Si 2.1376 5.7565 17.6241
Si 2.4189 3.1528 19.4886
Si 9.8132 9.0322 12.0783
Si 1.3345 9.4303 22.0744
Si 9.1693 0.9651 13.1978
Si 1.4212 5.0542 13.0224
Si 1.7935 8.2545 12.8142
Si 6.6597 9.567 22.4218
Si 4.5275 4.6031 15.7082
Si 8.2081 3.0047 9.5861
Si 0.8414 8.2561 19.259
Si 6.9582 1.3604 21.0872
Si 8.2282 8.3055 9.6729
Si 10.8921 5.2072 15.6035
Si 7.5678 9.5016 16.3183
Si 9.9374 2.071 20.298
Si 3.217 8.5083 9.9111
Si 6.6974 3.3557 17.4093
Si 1.1693 0.2195 19.8007
Si 3.2322 2.8132 12.2995
Si 7.2187 5.4007 19.6857
Si 5.7473 8.6653 11.5441
Si 5.7853 6.0674 13.1964
Si 4.6327 9.71 17.6252
Si 1.0267 3.6144 22.1732
Si 4.9011 1.4917 18.7984
Si 3.1935 3.0668 9.5179
Si 6.4476 10.8188 13.7908
Si 10.3469 0.1197 15.9739
Si 5.6614 3.6457 11.1569
Si 9.8396 3.8972 11.903
Si 2.3404 9.9245 15.5466
Si 6.0781 8.1294 19.8003
Si 6.936 3.9807 22.3758
Si 9.7589 2.7837 17.3664
O 7.1947 6.3748 13.9707
O 1.882 7.0681 18.6725
O 10.2964 4.0389 16.5239
O 6.1651 9.9616 17.0538
O 10.1418 0.7041 14.4707
O 8.4471 6.1216 18.858
O 5.1665 0.6845 14.4323
O 5.722 2.0607 17.5181
O 8.352 1.9592 20.5473
O 1.9926 4.3089 18.4015
O 6.9653 2.7897 10.6472
O 4.8681 2.7015 12.2245
O 6.0309 4.3999 16.346
O 4.5623 3.9029 9.9394
O 10.6948 2.7882 21.5553
O 9.7233 6.1596 14.9638
O 6.0092 6.4936 19.841
O 4.085 0.1774 18.2806
O 9.2573 10.5546 12.2737
O 2.853 4.3593 12.6986
O 1.9181 10.711 21.2055
O 3.9967 2.7312 19.3778
O 0.7267 10.0441 15.9628
O 1.2748 9.814 18.8321
O 1.7154 1.6738 19.2694
O 8.9376 10.3936 16.5027
O 4.8729 8.5882 18.794
O 9.5725 8.7543 10.4859
O 6.7446 4.0939 18.8578
O 2.8351 1.7244 13.4144
O 5.8343 8.7804 21.2638
O 2.5404 2.4361 10.8784
O 7.619 4.8579 21.1732
O 5.2082 7.4729 12.5516
O 0.4314 9.0677 12.4968
O 7.5766 1.0573 13.5743
O 7.1086 9.6357 14.7463
O 8.9774 5.0334 12.6908
O 8.0922 8.0385 16.9103
O 6.218 2.5808 21.9001
O 2.4543 9.0672 14.1111
O 0.4231 4.4875 11.8608
O 0.8161 8.3267 20.9308
O 9.3852 3.8222 10.3475
O 9.6534 2.3868 12.5362
O 7.6222 8.5692 19.3901
O 2.5536 8.1702 11.3668
O 3.9793 3.0594 15.381
O 0.8366 4.4889 14.4356
O 10.0603 3.0089 18.9566
O 9.1427 7.8061 12.9452
O 10.5177 0.5491 20.0799
O 6.0304 5.0346 11.9323
O 8.158 2.7559 17.0175
O 3.536 5.4858 16.7256
O 4.6684 9.1281 10.3839
O 1.5297 6.6752 13.1777
O 4.7591 5.4866 14.3398
O 2.053 3.8637 20.9193
O 10.5486 1.4135 16.9513
O 0.949 6.078 16.5482
O 7.3505 10.9589 21.9236
O 5.937 0.923 19.9135
O 6.0648 10.0237 12.4076
O 2.8444 0.5469 15.6062
O 7.0543 8.0103 10.7804
O 10.2446 8.0236 18.6868
O 3.4438 9.2007 16.5798

Results
free energy: -137508.508 eV
free energy less fixed offsets of O -568.88, Si -635.61 eV per atom: 0.192 eV

Forces (eV/angstrom), in the order of the atoms: element, x, y, z
Si 0.0163 0.0277 -0.0218
Si -0.0136 0.0141 0.01
Si -0.0018 -0.0169 -0.0215
Si 0.01 -0.0099 -0.0054
Si -0.0344 -0.0153 0.0129
Si -0.0197 0.0187 -0.032
Si 0.0081 0.0027 0.0221
Si 0.0075 -0.0308 -0.0231
Si 0.0134 -0.0039 0.044
Si 0.0263 0.0028 -0.0149
Si 0.0031 0.0153 -0.009
Si 0.0295 0.0108 0.0105
Si 0.0309 0.0187 -0.0217
Si 0.0097 0.0183 0.0296
Si 0.0007 -0.0098 0.025
Si 0.0154 0.0158 -0.0085
Si -0.0365 -0.0136 0.0062
Si -0.0743 -0.0321 0.0031
Si 0.015 0.0087 0.0064
Si 0.0165 0.0066 -0.0153
Si -0.0368 -0.047 -0.0254
Si -0.0275 -0.0199 -0.0296
Si -0.0277 -0.0117 -0.015
Si -0.0008 0.0157 -0.0042
Si -0.0673 -0.0758 0.0506
Si 0.024 0.0561 0.0389
Si -0.1194 0.0061 -0.0858
Si -0.0065 0.0066 -0.0221
Si 0.0209 0.0856 0.0644
Si -0.0484 0.0075 0.0924
Si 0.1192 0.1078 -0.2171
Si -0.0199 0.004 -0.0852
Si -0.0234 0.0801 0.0365
Si 0.01 0.0284 0.0105
Si 0.0221 -0.0824 0.0056
Si 0.0472 -0.0132 0.0167
Si 0.0566 0.0242 0.0081
Si 0.0144 0.0132 0.0059
Si 0.0794 -0.0816 0.0406
Si 0.0354 -0.0397 -0.0061
Si 0.0848 0.0345 -0.0885
Si 0.0328 -0.0249 -0.0318
Si 0.104 -0.0634 0.0951
Si -0.1087 -0.1389 -0.0984
Si 0.0124 -0.1798 0.0187
Si 0.05 -0.0281 -0.1383
Si -0.0364 -0.0596 -0.0483
Si -0.1898 -0.1579 0.1544
Si 0.0128 0.0629 0.027
Si -0.0302 0.057 -0.1315
Si 0.0574 0.0961 0.0361
Si -0.0014 0.1014 0.1321
Si -0.0812 -0.0259 -0.0688
Si -0.0069 0.1139 -0.0026
Si 0.0406 0.0954 0.1498
Si 0.0567 0.1309 0.0936
Si -0.0058 0.0075 -0.0015
Si 0.0634 -0.0355 -0.0178
Si -0.0602 0.0209 0.0107
Si -0.0851 0.0259 -0.0474
Si 0.0039 0.0343 -0.0151
Si 0.0196 0.0061 -0.0054
Si -0.0793 -0.0055 -0.0262
Si -0.0998 0.0051 0.0036
Si -0.0089 -0.0059 -0.085
Si 0.0205 0.0329 -0.0718
Si 0.1114 -0.0151 0.0316
Si -0.0844 -0.0262 0.1921
Si -0.0459 -0.027 -0.1118
Si 0.0657 -0.0461 -0.0135
Si 0.0508 0.0007 0.0583
Si -0.0289 -0.1472 0.0685
Si 0.0444 0.0228 0.0421
Si 0.0461 0.0532 -0.0308
Si -0.0046 -0.0288 -0.0203
Si 0.0047 -0.0023 -0.003
Si 0.0571 0.0253 0.0271
Si 0.0354 0.0548 -0.028
Si 0.0007 -0.0301 0.0046
Si 0.0065 0.0169 0.0323
Si -0.0324 -0.0218 -0.0101
Si -0.0109 0.0078 -0.0093
Si -0.0242 -0.0114 -0.0052
Si 0.0061 0.0057 -0.0238
Si -0.0189 -0.0138 -0.0131
Si -0.003 -0.0004 -0.0172
Si -0.0156 -0.016 -0.0029
Si -0.0015 -0.0102 -0.0171
Si 0.0207 -0.0053 0.0346
Si 0.0129 -0.007 0.002
Si -0.0021 0.0284 0.0424
Si -0.0218 -0.0156 0.0003
Si 0.0129 -0.0036 0.0355
Si 0.0141 -0.0057 0.0108
Si 0.0015 0.0228 0.0531
Si -0.0131 0.0015 0.0391
O -0.019 -0.0077 0.0048
O -0.0027 -0.0252 -0.0027
O 0.0056 -0.0013 0.0061
O 0.0054 -0.0089 -0.0017
O 0.0117 0.0133 -0.0079
O -0.0116 0.0072 -0.0137
O 0.0091 -0.0019 -0.0146
O -0.0141 0.0128 0.0016
O -0.0035 0.0228 -0.0206
O -0.004 0 -0.0283
O -0.0075 0.0071 -0.0291
O -0.007 0.0086 -0.0079
O -0.002 0.0106 -0.0159
O 0.0005 0.0054 -0.0073
O -0.0042 0.0077 -0.0017
O -0.0056 0.0052 -0.0261
O 0.0073 -0.0067 0.0102
O -0.0002 0.0005 0.0107
O 0.0092 -0.0174 0.0234
O 0.0017 -0.0029 0.0112
O -0.0312 0.0056 0.0449
O -0.0029 0.0029 0.007
O 0.0039 -0.0109 0.0149
O 0.0008 -0.0003 0.0174
Si 0.0026 -0.0014 -0.0038
Si -0.0012 -0.001 -0.0005
Si 0.0012 0.0006 -0.0009
Si 0.0007 0.0007 -0.0006
Si -0.0014 -0.0026 -0.0081
Si -0.0006 0.0017 0.0037
Si -0.0073 -0.0076 -0.0066
Si -0.0003 0.0008 0.0006
Si 0.0008 0 -0.0002
Si 0.0006 -0.0002 -0.0005
Si 0.002 -0.0096 -0.0214
Si 0 0.0005 -0.0005
Si -0.0028 0.0046 0.0122
Si 0.0015 -0.0047 0.0026
Si -0.0037 0.0035 -0.0094
Si -0.0058 0.0114 0.0105
Si -0.0004 -0.0017 0.003
Si 0.0016 0.0002 -0.002
Si -0.0009 -0.0051 -0.0081
Si 0.0161 -0.0066 0.0034
Si 0.0001 -0.0031 -0.003
Si -0.002 -0.0037 -0.0017
Si 0.0048 0 -0.0014
Si 0.0022 0 -0.0065
Si 0 0.004 -0.0005
Si 0.0003 0.0012 0.001
Si -0.0002 0.0001 -0.0029
Si -0.0032 -0.008 -0.0136
Si -0.0002 -0.0019 -0.0004
Si 0.0157 0.0066 0.0074
Si 0.0014 0.001 -0.0004
Si 0.0024 0.0003 0.0002
Si -0.002 0.0061 0.0015
Si 0.0019 0.0021 0.0035
Si 0.0009 0.0003 -0.0014
Si 0.0005 -0.0042 -0.01
Si -0.0057 -0.0097 -0.0088
Si -0.0021 -0.0041 0.0004
O 0.0024 0.0016 0.0012
O 0.0012 -0.0015 -0.0005
O 0.0013 0.0039 -0.0016
O 0.0001 -0.0008 -0.0004
O 0.0028 -0.0001 0.0004
O 0.0002 -0.0007 0.0005
O 0.0006 0.0011 0.0021
O -0.0003 -0.0023 0.0027
O -0.0026 -0.0034 0.0025
O 0.0002 -0.0053 -0.0015
O 0.0038 0.0037 -0.0066
O 0 0.0013 -0.0014
O 0.0004 -0.0018 -0.0001
O -0.0005 -0.0003 -0.0061
O 0.0017 -0.0005 0.0075
O 0.0001 0.0001 0.0011
O 0.0005 -0.0002 -0.0009
O -0.0012 -0.0014 -0.0004
O 0.0006 -0.0013 0
O 0.0013 0.0016 0.0044
O -0.0013 -0.002 0.0094
O 0.0011 -0.0029 0.0024
O 0.0013 -0.0012 -0.0004
O -0.0005 0 0.0022
O 0.0001 -0.0022 0.0047
O 0.0004 0 -0.0009
O 0.0012 -0.0004 0.0012
O -0.0026 -0.0001 -0.0043
O 0.0026 -0.0014 -0.0001
O 0.0007 -0.001 -0.0022
O -0.0016 0.0022 0.0077
O 0.0015 0.0043 -0.0073
O -0.0007 -0.0029 0.0054
O 0.0018 0.001 0.0002
O -0.0009 0.0023 0.0019
O 0.0018 0.002 0.001
O 0.001 -0.0004 -0.0001
O -0.0001 -0.0007 0.0012
O 0.0008 -0.0008 -0.0001
O 0.0022 -0.0045 -0.0038
O 0.0029 0.0014 -0.0006
O 0.0015 0.0013 0.0013
O 0.0003 0.0008 0.0001
O -0.0029 0.0056 -0.0071
O 0.0013 0.0016 -0.0039
O -0.0018 -0.0002 0.0016
O -0.0027 0.0047 -0.0025
O -0.0003 0.0009 -0.0006
O -0.0004 0.0012 0.0018
O -0.0015 -0.0009 0.0018
O 0.0013 0.0002 0.0002
O -0.0016 -0.0007 0.0013
O 0.0005 0.0028 0.0007
O -0.0022 -0.0023 -0.0039
O 0.0001 0.001 -0.0008
O 0.0014 -0.0003 0.001
O 0.0011 0.001 -0.001
O 0.0002 0.0018 0.002
O -0.0008 0.0017 0.0029
O 0.0007 -0.0001 -0.0002
O -0.0004 -0.0009 0.0007
O -0.0012 -0.0054 0.0072
O -0.0016 -0.0059 0.0014
O 0.0003 0.0026 -0.001
O 0.0004 -0.0003 -0.0022
O 0.0024 0.0013 -0.0055
O 0.0008 -0.0005 -0.0031
O 0.0015 -0.0017 -0.0002

The program warned: the cutoff lies below the one the program advises for these potential files; the forces do not sum to zero within the program's tolerance; the exchange-correlation potential is rough where the density is thin.
